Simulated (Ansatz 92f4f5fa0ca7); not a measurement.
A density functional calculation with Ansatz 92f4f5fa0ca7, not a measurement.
Periodic cell of 224 atoms, Si132O90B1H1, from a study of silicon, its oxide and their interface. The atomic structure is a simulated model.

Settings: functional PBE; potential files Ansatz PAW; basis plane waves; wave-function cutoff 700 eV; density cutoff ratio 5; exchange-correlation grid ratio 1; k mesh 2 x 2 x 1, shifted by 0.5 0.5 0.5 of a step; self-consistency stop 5e-08 eV per atom in the density residual; occupations fixed; spin none; net charge 0.

Cell vectors (angstrom)
a	10.938	0	0
b	0	10.938	0
c	0	0	33.1643

Atoms and the computed forces on them: element, x, y, z (angstrom), force x, y, z (eV/angstrom)
Si	0.4622	-0.3491	25.7961	0.0253	-0.0117	-0.0412
Si	5.3398	0.3278	25.6314	-0.0024	0.0282	-0.0349
Si	2.956	2.4207	25.6235	-0.0088	-0.0346	-0.0346
Si	7.975	3.0289	25.9259	-0.0193	0.0106	-0.0344
Si	-0.2756	5.6373	25.6218	-0.0291	0.0004	-0.0374
Si	5.878	5.3186	25.725	0.0308	-0.0041	-0.0355
Si	2.6512	8.3201	25.5454	-0.0094	0.0086	-0.0423
Si	8.5803	8.0256	25.6551	0.0085	-0.02	-0.0337
Si	1.5094	1.2964	27.097	-0.0266	-0.0058	0.0032
Si	6.7998	1.4096	27.1204	0.0016	-0.0028	0.0057
Si	4.1263	4.1229	26.8636	-0.0038	-0.0167	0.0043
Si	9.605	4.1604	27.1269	-0.0079	0.0054	0.008
Si	1.4038	6.7903	26.8895	-0.0082	-0.0114	-0.0013
Si	6.9851	6.8826	27.0431	0.007	0.0197	-0.0117
Si	4.2007	9.5514	26.8817	-0.0039	0.0097	0.0057
Si	9.6995	9.5383	27.0478	-0.0065	-0.0052	0.025
Si	2.8424	-0.0904	28.4048	0.0066	-0.0106	-0.01
Si	8.2337	-0.022	28.3632	0.0055	-0.0042	-0.0165
Si	0.0476	2.6948	28.3764	0.0074	0.0011	-0.0185
Si	5.4113	2.7839	28.3995	-0.0071	0.0041	-0.0113
Si	2.7512	5.4425	28.3077	0.0045	-0.0025	0.0223
Si	8.2294	5.4867	28.4612	-0.0085	0.005	-0.0145
Si	0.0695	8.1335	28.3868	0.0141	-0.0097	-0.0067
Si	5.507	8.1982	28.3399	-0.0088	0.0112	0.0111
Si	4.1018	1.3673	29.7461	0.0817	-0.0237	0.2668
Si	9.5708	1.3673	29.7461	0.0604	-0.0596	-0.1114
Si	1.3673	4.1018	29.7461	0.2185	-0.0074	-0.2238
Si	6.8362	4.1018	29.7461	-0.2107	0.078	0.2217
Si	4.1018	6.8362	29.7461	0.0137	-0.0435	-0.5179
Si	9.5708	6.8362	29.7461	0.3921	0.1496	0.5328
Si	1.3673	9.5708	29.7461	0.2761	-0.2968	0.0628
Si	6.8362	9.5708	29.7461	0.0911	-0.0113	-0.1459
Si	0	0	31.1133	-0.0063	0.0299	-0.0355
Si	5.469	0	31.1133	0.0748	0.1704	-0.0062
Si	2.7345	2.7345	31.1133	-0.0491	-0.0675	-0.0061
Si	8.2035	2.7345	31.1133	-0.04	0.0068	-0.0275
Si	0	5.469	31.1133	-0.0618	0.0865	0.0022
Si	5.469	5.469	31.1133	0.0671	-0.0211	0.0055
Si	2.7345	8.2035	31.1133	-0.0799	0.0653	0.0155
Si	8.2035	8.2035	31.1133	0.0759	0.0455	-0.0065
Si	1.3673	1.3673	32.4806	-0.0074	0.0346	0.013
Si	6.8362	1.3673	32.4806	0.0247	-0.0825	0.0059
Si	4.1018	4.1018	32.4806	-0.0039	0.0023	0.0033
Si	9.5708	4.1018	32.4806	0.0635	-0.0314	-0.0148
Si	1.3673	6.8362	32.4806	0.0604	-0.0815	0.0028
Si	6.8362	6.8362	32.4806	-0.0237	0.019	0.0118
Si	4.1018	9.5708	32.4806	0.0445	-0.0678	-0.0166
Si	9.5708	9.5708	32.4806	-0.0376	-0.0147	0.0062
Si	2.7345	0	0.6835	-0.012	0.0085	-0.0103
Si	8.2035	0	0.6835	0.0077	0.0788	0.026
Si	0	2.7345	0.6835	-0.0876	0.0258	-0.0056
Si	5.469	2.7345	0.6835	0.0229	0.0103	-0.0065
Si	2.7345	5.469	0.6835	-0.0359	0.0321	0.0207
Si	8.2035	5.469	0.6835	-0.0005	-0.013	-0.009
Si	0	8.2035	0.6835	0.0038	-0.0036	-0.0103
Si	5.469	8.2035	0.6835	-0.0238	0.0836	-0.009
Si	4.1018	1.3673	2.0507	-0.0152	-0.0319	0.0391
Si	9.5708	1.3673	2.0507	0.0813	-0.0105	-0.0167
Si	1.3673	4.1018	2.0507	-0.0553	-0.1153	-0.0174
Si	6.8362	4.1018	2.0507	0.0062	0.0035	0.0392
Si	4.1018	6.8362	2.0507	0.0776	-0.0217	-0.0165
Si	9.5708	6.8362	2.0507	-0.0207	0.0086	0.0318
Si	1.3673	9.5708	2.0507	-0.0045	0.0158	0.0409
Si	6.8362	9.5708	2.0507	-0.0719	-0.1634	-0.0277
Si	0	0	3.418	0.0458	0.3468	-0.3383
Si	5.469	0	3.418	-0.2432	-0.1863	0.1645
Si	2.7345	2.7345	3.418	-0.3267	-0.0413	0.0055
Si	8.2035	2.7345	3.418	0.0476	0.071	0.1551
Si	0	5.469	3.418	0.0051	-0.1001	0.1919
Si	5.469	5.469	3.418	-0.0801	0.2351	-0.198
Si	2.7345	8.2035	3.418	0.0672	0.0332	0.2544
Si	8.2035	8.2035	3.418	-0.3993	-0.1698	-0.3363
Si	1.335	1.3687	4.8129	-0.0045	0.0075	0.0041
Si	6.7923	1.3887	4.7691	-0.0026	-0.0045	0.0066
Si	4.0351	4.17	4.7441	-0.0085	0.008	0.0102
Si	9.5602	4.1123	4.8191	0	-0.0025	-0.01
Si	1.3567	6.8443	4.8004	0.0128	-0.0142	0.0067
Si	6.8077	6.8432	4.7943	-0.0093	0.0032	0.0053
Si	4.0745	9.5758	4.8501	-0.0075	0.001	-0.0088
Si	9.5037	9.6289	4.6867	-0.001	0.0042	0.0134
Si	2.619	-0.06	6.2374	0.0052	0.0112	-0.0152
Si	8.1429	-0.0074	6.0999	-0.0009	-0.0014	-0.0026
Si	-0.0402	2.7404	6.2244	0.0025	0.0029	-0.0068
Si	5.3288	2.7259	6.0427	0.031	0.0028	0.0116
Si	2.7155	5.4994	6.2323	0.0076	0.0025	-0.0129
Si	8.1194	5.4223	6.1743	0.0086	0.0176	-0.0111
Si	-0.1392	8.2228	5.9931	0.0214	0.0012	0.0095
Si	5.4445	8.1901	6.2328	0.003	0.0102	-0.0104
Si	3.7698	1.62	7.4163	0.0057	0.036	0.0311
Si	9.6753	1.1142	7.4603	0.0094	-0.0237	0.0358
Si	1.5811	3.8879	7.5384	0.0203	-0.0106	0.0342
Si	6.4984	4.1986	7.4158	-0.029	0.0032	0.0273
Si	4.3738	6.5543	7.5938	0.0213	-0.0248	0.0398
Si	9.2514	7.1164	7.3531	0.0067	0.0371	0.028
Si	0.8814	9.7312	7.4408	-0.0354	0.0057	0.038
Si	7.0612	9.3718	7.4995	0.0255	-0.0065	0.0382
O	9.6029	6.822	25.1181	0.0056	-0.0004	-0.0196
O	4.1426	1.3654	25.1022	0.0057	0.0039	-0.0177
O	8.1811	8.2342	7.9683	-0.0076	-0.0016	0.02
O	2.6973	2.7492	7.9983	-0.0093	-0.0031	0.023
O	6.9187	4.1157	25.2434	-0.004	0.0147	-0.0226
O	1.5169	9.4728	25.1447	0.0086	-0.0066	-0.0171
O	5.4762	5.3783	7.9311	-0.0032	-0.0058	0.0211
O	-0.1278	0.01	7.9114	-0.0044	-0.0079	0.0239
O	6.9365	3.3633	8.7732	0.0179	0.0063	-0.0045
O	6.5236	10.1248	8.8774	-0.0164	-0.0072	-0.0099
O	10.1324	6.5408	8.614	-0.0154	-0.0205	-0.0044
O	1.0971	8.8294	8.8031	0.0078	0.0249	-0.0039
O	4.5962	1.0467	8.7071	-0.0102	-0.0153	-0.0072
O	1.0113	4.6013	8.9317	-0.0125	-0.0036	-0.013
O	8.9029	1.5399	8.8629	0.0044	0.0149	-0.0076
O	3.9439	7.026	9.1132	0.0001	0.0107	-0.0027
O	8.0579	8.8724	24.3316	-0.0007	-0.0021	0.016
O	8.7709	2.2807	24.7218	-0.0011	0.0032	0.0091
O	5.5558	6.2612	24.3976	-0.0269	-0.0189	-0.0051
O	2.0089	2.8388	24.3262	0.0016	0.0083	0.0054
O	10.7847	0.414	24.4945	0.0031	-0.0072	0.0197
O	0.1763	4.778	24.2783	0.0079	0.0004	0.0081
O	7.1718	11.8332	20.501	-0.0055	-0.0076	-0.0221
O	6.234	10.8026	24.3169	-0.0031	-0.0091	0.0077
Si	9.698	1.3657	23.7782	-0.0055	0.0051	-0.0016
Si	4.7134	6.3652	20.4117	0.005	-0.0021	0.0027
Si	1.0164	8.8706	10.4308	-0.0048	0.0039	0.0027
Si	17.2554	5.2472	15.9096	0.0009	-0.0013	0.0026
Si	7.1508	2.1703	19.4622	0.0063	-0.0019	0.0035
Si	19.2318	14.3021	12.6149	-0.0007	-0.0011	-0.0032
Si	10.9114	4.9506	16.7866	-0.0019	0.0006	-0.0017
Si	9.1081	-0.7217	16.4042	-0.0027	-0.0022	-0.0007
Si	15.2851	10.4404	19.0049	-0.0056	0.001	0.0008
Si	12.4864	2.9561	18.3066	0.0007	-0.0018	-0.0105
Si	8.3248	2.9244	9.5016	0.0055	0.0055	-0.0022
Si	2.898	7.8887	18.4168	-0.0002	0.0011	-0.001
Si	11.4089	1.0273	16.2816	-0.0009	0.0041	0.0046
Si	0.3371	13.5994	13.5562	0.0004	0.0045	-0.0024
Si	4.114	2.4104	20.0033	-0.009	-0.0044	0.0089
Si	6.0508	2.4168	14.4325	-0.0039	-0.0001	-0.0016
B	6.7809	6.0322	18.5679	-0.003	-0.0058	0.0021
Si	5.1864	10.758	9.5807	-0.004	-0.0015	0.0002
Si	15.2393	6.5623	23.4065	0.0025	-0.0058	0.0038
Si	17.8247	10.2115	20.5515	0.0005	-0.0007	0.0021
Si	3.102	4.3032	21.8752	-0.0006	0.0008	0.0027
Si	11.368	9.5337	14.7909	-0.0012	-0.0031	-0.0043
Si	6.4368	11.5421	16.9274	-0.0011	-0.0028	-0.003
Si	5.2248	8.2891	13.1099	0.0003	0.0015	0.0024
Si	10.5003	5.1853	9.4232	-0.0064	-0.011	-0.0015
Si	3.6582	6.9244	15.4474	-0.0029	0.0029	0.0007
Si	7.499	10.1611	23.4947	0.0001	0.004	-0.0066
Si	-2.2841	8.3205	18.7507	0.0013	0.0008	-0.0017
Si	-0.4375	6.7619	12.0483	-0.0009	0.0006	0.0001
Si	1.5448	10.9683	12.3178	-0.0011	-0.0008	-0.0058
Si	10.9549	6.6721	19.0167	-0.0005	0.0014	0.0009
Si	3.8146	8.1085	10.3169	0.0019	0.0057	0.0011
Si	0.8113	3.5277	23.4292	-0.0013	-0.0014	-0.0094
Si	9.8686	3.7977	19.0834	-0.0002	0.0071	-0.0024
Si	4.7776	11.2774	12.5415	0.0018	0.0014	-0.0002
Si	7.7625	6.2843	13.5124	0.0019	-0.0003	-0.0017
Si	1.2733	5.3458	14.1235	0.0021	0.0001	-0.0016
O	9.9347	7.786	19.6107	-0.0025	-0.011	-0.0273
O	5.0269	1.767	13.3185	0.0064	-0.0116	-0.0123
O	11.1688	2.8101	19.3029	0.0011	0.0236	-0.0205
O	7.2342	12.5443	17.9384	-0.02	-0.0104	0.0136
O	4.0663	7.9458	14.2285	0.0144	-0.0118	-0.0105
O	3.851	0.8221	19.8119	0.0132	0.0004	-0.01
O	2.3202	8.0366	10.9439	0.0068	0.0211	-0.0239
O	-1.2427	4.0467	17.4412	0.0279	0.0168	0.0347
O	7.6462	4.8798	12.6496	0.0135	-0.0148	0.0176
O	9.2886	-2.013	17.3767	-0.0156	0.0176	0.0058
O	5.8095	14.8344	15.1111	0.0203	0.0074	-0.0057
O	5.422	9.9234	13.2393	-0.0213	-0.0081	-0.0217
O	10.6876	8.1256	11.1561	0.0118	-0.0165	0.0046
O	17.5735	5.1149	17.5295	0.0029	-0.0009	-0.0134
O	1.2152	10.6229	15.7368	-0.0427	-0.0052	-0.0138
O	5.8664	12.3472	15.6715	0.0128	0.0022	0.0115
O	1.5508	7.2496	19.1349	0.0079	0.01	-0.0075
O	19.3895	3.1916	19.6793	-0.003	-0.0212	-0.0124
O	7.6246	18.0447	18.394	0.0238	0.0324	0.0085
O	12.4574	1.6429	17.3523	-0.0205	0.0226	-0.0009
O	3.1602	11.0961	12.4253	-0.0004	-0.0026	0.0002
O	3.2977	7.6461	24.1452	0.0063	-0.0031	0.0111
O	18.9288	9.5284	19.5836	-0.0112	-0.0103	0.0038
O	9.3968	4.0626	9.0809	0.002	0.0046	0.0289
O	11.9209	9.7847	13.296	0.0031	0.0184	0.0152
O	3.8015	2.8514	21.5581	-0.0099	0.0125	-0.0315
O	4.8338	7.0517	21.9185	-0.0123	-0.0249	0.0098
O	1.1035	10.4533	10.8356	0.0102	-0.0238	0.0105
O	5.0591	6.2573	15.8992	-0.0028	-0.001	-0.0191
O	18.4509	10.4808	16.3283	0.0086	0.0125	0.0104
O	-2.8313	2.7776	11.1023	0.0089	0.0152	-0.0029
O	6.6008	7.4195	13.3102	0.0017	-0.0031	0.0119
O	5.6629	2.8538	19.6583	-0.0046	-0.0069	-0.0092
O	10.9588	5.1335	15.1894	0.0253	0.0034	0.0017
O	16.0985	10.8165	17.6327	0.0089	0.0069	0.0222
O	9.9682	11.5155	16.9506	0.0131	-0.0212	-0.0274
O	0.167	2.0991	15.0846	0.0163	-0.0118	-0.0048
O	3.5899	5.0889	23.2268	0.0032	0.0246	-0.033
O	13.9615	-3.3496	16.8146	0.0066	-0.0059	0.0126
O	11.6854	8.0128	15.232	-0.0156	0.0318	0.0054
O	5.4856	11.3583	11.0639	-0.0233	-0.0193	0.0022
O	4.058	-1.3544	9.6564	0.0168	-0.0077	0.023
O	8.6504	11.2643	23.0778	-0.0114	-0.0126	0.0121
O	4.813	7.8683	11.5775	-0.0147	0.0219	-0.0039
O	10.6067	2.4466	22.9329	0.0156	0.0142	0.0145
O	3.5492	5.2303	20.6059	0.0043	0.0002	0.0163
O	7.629	5.8542	15.1062	-0.0322	-0.0119	-0.006
O	-0.5426	5.5002	11.0089	0.001	0.0188	-0.0103
O	9.7457	9.8378	14.9385	0.03	0.0018	0.0301
O	0.8245	12.3939	12.5857	0.0052	-0.0069	0.0212
O	6.969	9.6296	22.0585	0.0085	0.0156	0.0013
O	1.4704	3.8417	13.4974	-0.0234	0.0007	0.0046
O	4.182	7.3	19.2082	-0.0232	-0.0026	-0.0122
O	2.6467	5.7891	14.8602	-0.0014	0.0079	0.0044
O	9.8673	14.2258	13.0231	0.0049	-0.0108	0.0009
O	3.0475	9.5101	18.6649	0.0187	-0.0015	-0.0034
O	9.1874	6.9264	13.0217	0.0035	-0.0092	-0.0145
O	17.0833	5.847	19.7967	-0.0105	-0.0011	0.0146
O	0.8516	6.4081	12.9756	-0.0141	-0.0149	0.0116
O	10.7565	6.4754	17.3867	0.0012	-0.0292	0.0243
O	16.3586	9.7423	20.0148	0.0067	0.0172	-0.0149
O	1.4924	4.0994	22.0504	0.016	-0.0127	0.027
O	10.4202	5.2525	19.6959	-0.0003	-0.0063	-0.0314
O	23.2463	4.3076	17.3795	-0.0329	-0.0092	0.0064
O	13.934	3.0962	19.0154	0.0029	-0.0048	0.0198
O	7.5145	2.4299	13.7076	-0.0157	0.0234	-0.0072
H	11.2357	7.6688	16.0328	0.0028	-0.0003	-0.0066

Results
free energy: -135289.488 eV
free energy less fixed offsets of B -155.45, H -17.10, O -569.03, Si -635.61 eV per atom: -3.718 eV

The program warned: the cutoff lies below the one the program advises for these potential files; the exchange-correlation potential is rough where the density is thin.
